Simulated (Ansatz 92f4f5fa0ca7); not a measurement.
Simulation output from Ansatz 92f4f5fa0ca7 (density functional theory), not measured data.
Periodic cell of 237 atoms, Si147O90, from a study of silicon, its oxide and their interface. The atomic structure is a simulated model.

Settings
functional: r2SCAN
potential files: Ansatz PAW
basis: plane waves
wave-function cutoff: 800 eV
density cutoff ratio: 5
exchange-correlation grid ratio: 1
k mesh: 1 x 1 x 1, Gamma-centred
self-consistency stop: 5e-08 eV per atom in the density residual
occupations: fixed
spin: none
net charge: 0

Cell vectors (angstrom)
a  11.6015  0  0
b  0  10.938  0
c  0  0  32.0622

Atoms and the computed forces on them: element, x, y, z (angstrom), force x, y, z (eV/angstrom)
Si  -0.198  -0.0535  23.2753  -0.024  -0.1395  -0.3262
Si  3.6689  0.2057  23.118  -0.1295  -0.0598  -0.3498
Si  7.5501  -0.1244  23.4496  0.0956  -0.2535  -0.2785
Si  1.6859  1.3796  23.4216  0.0311  0.2559  -0.3175
Si  5.7306  1.4091  23.1971  0.0565  0.2192  -0.2738
Si  9.4402  1.2383  23.3675  -0.0795  0.1399  -0.3582
Si  0.1655  5.3235  23.4646  -0.0843  -0.1712  -0.2954
Si  4.1238  5.3081  23.3971  -0.0343  -0.1571  -0.3105
Si  8.0362  5.6158  23.5473  0.114  -0.2164  -0.3489
Si  2.1602  6.5966  23.381  0.0506  0.1724  -0.3594
Si  5.9711  6.7758  23.4789  -0.0775  0.2332  -0.3148
Si  10.0153  6.8764  23.596  -0.008  0.1649  -0.3303
Si  1.901  2.6705  25.3836  -0.0187  0.013  -0.0083
Si  5.8236  2.6591  25.261  -0.0248  0.0491  0.0238
Si  9.6313  2.7002  25.2655  0.0003  0.0159  0.0032
Si  11.5996  4.0181  25.3888  0.0354  -0.0106  -0.0264
Si  3.8879  3.9822  25.3207  0.0293  -0.0093  -0.0153
Si  7.7365  4.0969  25.3396  0.0301  0.0016  -0.0085
Si  1.9702  8.1611  25.2063  0.0086  0.0145  0.0014
Si  5.7729  8.1761  25.3606  0.0436  0.0055  -0.0153
Si  9.7084  8.2792  25.4195  0.0385  -0.0179  -0.0288
Si  11.637  9.5767  25.266  -0.0395  -0.0382  0.0138
Si  3.864  9.5973  25.0893  -0.0054  -0.0481  0.0321
Si  7.6859  9.5327  25.406  -0.0095  0.0026  -0.023
Si  11.648  -0.002  27.2166  0.0069  0.0098  -0.0082
Si  3.9035  -0.0541  27.1503  -0.0172  0.0477  0.0171
Si  7.7587  0.0119  27.2702  -0.0167  -0.0113  -0.0038
Si  1.987  1.3149  27.2789  -0.0242  0.0123  -0.0272
Si  5.8222  1.3411  27.2246  0.0087  -0.0181  -0.0258
Si  9.6994  1.352  27.2159  -0.0159  -0.0181  -0.0027
Si  11.5924  5.4804  27.2413  -0.0075  -0.0081  -0.0132
Si  3.8412  5.4337  27.2136  0.0151  0.0095  0.009
Si  7.7089  5.4744  27.2522  0  -0.0071  0.0029
Si  1.9346  6.8447  27.1988  0.0041  -0.0126  0.0004
Si  5.7547  6.8078  27.266  -0.0014  0.0003  -0.0135
Si  9.654  6.8215  27.2628  0.0111  0.0048  -0.001
Si  1.9336  2.7345  29.1629  0.1259  -0.041  0.1413
Si  5.8008  2.7345  29.1629  -0.0537  -0.0529  -0.1397
Si  9.6679  2.7345  29.1629  0.0706  -0.0029  -0.1538
Si  0  4.1018  29.1629  0.0177  0.0145  0.0246
Si  3.8672  4.1018  29.1629  -0.0838  -0.0838  0.0352
Si  7.7343  4.1018  29.1629  -0.0419  -0.0525  0.1043
Si  1.9336  8.2035  29.1629  0.0192  -0.0456  -0.1252
Si  5.8008  8.2035  29.1629  -0.0984  -0.034  0.1785
Si  9.6679  8.2035  29.1629  -0.033  0.0346  0.2134
Si  0  9.5708  29.1629  0.0073  -0.0734  -0.1397
Si  3.8672  9.5708  29.1629  0.0841  -0.1108  -0.3331
Si  7.7343  9.5708  29.1629  0.0439  -0.0986  0.1812
Si  0  0  31.0965  0.0148  0.0701  -0.0013
Si  3.8672  0  31.0965  -0.0112  0.1499  -0.035
Si  7.7343  0  31.0965  -0.0246  0.0213  0.0404
Si  1.9336  1.3673  31.0965  -0.027  -0.0025  0.0073
Si  5.8008  1.3673  31.0965  0.0185  0.0018  -0.0496
Si  9.6679  1.3673  31.0965  -0.0138  -0.0833  0.0127
Si  0  5.469  31.0965  0.0172  -0.0046  0.0122
Si  3.8672  5.469  31.0965  0.0191  0.0764  -0.0027
Si  7.7343  5.469  31.0965  -0.0043  0.0208  0.0517
Si  1.9336  6.8362  31.0965  -0.0007  -0.0462  -0.0371
Si  5.8008  6.8362  31.0965  0.0096  0.0005  0.0022
Si  9.6679  6.8362  31.0965  0.022  -0.0677  0.0456
Si  1.9336  2.7345  0.9679  0.0172  0.0495  0.0827
Si  5.8008  2.7345  0.9679  -0.0341  0.0318  -0.1898
Si  9.6679  2.7345  0.9679  0.0154  0.0391  0.041
Si  0  4.1018  0.9679  -0.12  0.0244  -0.0921
Si  3.8672  4.1018  0.9679  0.0173  0.0116  0.0584
Si  7.7343  4.1018  0.9679  0.0752  0.0603  0.1217
Si  1.9336  8.2035  0.9679  0.0046  0.0234  -0.0685
Si  5.8008  8.2035  0.9679  0.0132  0.069  -0.0689
Si  9.6679  8.2035  0.9679  -0.0451  0.0999  0.126
Si  0  9.5708  0.9679  -0.0279  0.056  0.0873
Si  3.8672  9.5708  0.9679  -0.0274  0.0077  0.0915
Si  7.7343  9.5708  0.9679  0.0564  -0.035  0.0216
Si  11.6073  0.022  2.908  0.0047  0.0128  0.011
Si  3.8551  0.0098  2.9184  -0.0068  0.0028  -0.0065
Si  7.7462  0.0088  2.8959  -0.0021  0.0142  0.0091
Si  1.9335  1.3925  2.9179  -0.0042  -0.006  -0.0022
Si  5.8146  1.3485  2.8597  0.0099  0.0093  0.0099
Si  9.6615  1.3812  2.9177  -0.0158  -0.0072  -0.0023
Si  11.5658  5.4981  2.8727  0.0021  -0.0042  0.0188
Si  3.8765  5.4821  2.907  0.0057  0.0093  0.0042
Si  7.7418  5.5001  2.9035  -0.0111  0.0146  0.0106
Si  1.9154  6.8131  2.875  -0.0095  0.0026  0.0137
Si  5.8111  6.8449  2.8889  0.0036  0.0053  0.0079
Si  9.6592  6.8968  2.9499  0.0034  -0.0274  -0.0146
Si  1.9111  2.8224  4.82  0.013  0.0115  0.0137
Si  5.8396  2.7172  4.7596  -0.0253  0.0016  0.0045
Si  9.599  2.7891  4.8359  0.0088  0.0182  0.0144
Si  11.5406  4.1303  4.7837  0.0046  -0.0014  0.0092
Si  3.918  4.0881  4.824  0.0059  -0.0165  0.0055
Si  7.7196  4.202  4.8785  0.0268  -0.0255  -0.0306
Si  1.8859  8.1433  4.8113  0.0321  0.0138  -0.0098
Si  5.8097  8.2494  4.787  -0.0168  0.0109  0.0192
Si  9.6622  8.3118  4.9017  -0.0032  0.0267  0.0101
Si  11.6305  9.651  4.8821  -0.0062  -0.0193  -0.0089
Si  3.8183  9.4774  4.7947  0.0041  0.0028  0.019
Si  7.7241  9.6695  4.8862  0.0137  -0.0341  -0.0167
Si  11.5977  0.2278  6.7733  -0.0965  -0.2021  0.3577
Si  3.7561  -0.0594  6.658  -0.1091  -0.0875  0.3389
Si  7.7153  0.0487  6.9096  -0.0361  -0.2331  0.2755
Si  2.049  1.4968  6.7568  0.1187  0.156  0.2475
Si  5.714  1.2674  6.6315  -0.0659  0.2728  0.3223
Si  9.6446  1.5146  6.8342  0.0572  0.1772  0.2786
Si  11.5263  5.4937  6.7022  -0.0056  -0.1988  0.3305
Si  3.9827  5.4246  6.789  -0.0198  -0.1629  0.3129
Si  7.7384  5.6653  6.8242  -0.1312  -0.2081  0.3194
Si  1.9763  6.6361  6.6565  0.0006  0.2354  0.3484
Si  5.8109  6.9693  6.7472  0.0188  0.201  0.2672
Si  9.7539  7.0333  6.9088  0.0616  0.1667  0.2777
O  9.9921  7.9718  8.295  0.1782  0.1058  -0.1039
O  7.6604  9.9244  8.2195  -0.2754  0.0022  -0.1146
O  7.4008  4.7195  8.1572  0.201  0.1771  0.1571
O  3.3703  10.3448  8.2102  0.2492  0.0091  0.0773
O  2.0454  7.5466  8.0316  -0.0816  -0.1344  0.1428
O  4.0055  4.5775  8.2455  0.0183  -0.2667  -0.2953
O  9.7764  2.4444  8.2226  0.1666  0.1435  -0.0864
O  2.6138  2.3356  8.117  0.3018  -0.0396  -0.2127
O  11.3853  4.5635  8.0697  -0.2388  -0.0314  -0.077
O  5.3611  2.3554  7.8314  -0.3255  -0.0874  -0.0675
O  5.8117  7.9783  8.0836  0.2021  0.0784  -0.0257
O  11.3223  10.3033  8.1514  -0.0959  -0.1559  -0.0454
O  11.2725  10.0915  21.7992  -0.07  -0.198  0.1781
O  3.2358  10.7107  21.54  0.3033  -0.0896  0.049
O  5.7759  7.7852  22.165  0.2807  0.0733  0.0809
O  4.2205  4.4617  21.9457  0.3038  -0.014  0.0959
O  7.6838  9.6927  22.1932  -0.3251  0.0404  0.0467
O  10.3327  7.6727  22.1746  0.0741  0.092  0.0132
O  1.6204  2.4066  22.1171  -0.2672  -0.0118  0.078
O  5.9419  2.4505  21.8943  -0.1975  0.1033  0.0877
O  8.4466  4.7058  22.2154  -0.2193  0.2443  -0.1593
O  -0.0671  4.4523  22.0462  0.2406  -0.1231  0.0732
O  2.3311  7.3969  21.943  -0.1408  -0.1225  -0.1034
O  9.1195  1.8922  21.8712  0.221  -0.0298  -0.0585
Si  1.9154  7.779  9.6132  0.0253  -0.0184  -0.0115
Si  5.0343  0.5831  17.6931  -0.0749  0.093  0.0875
Si  2.4939  5.4232  14.0277  -0.0228  -0.0122  -0.0643
Si  10.5687  3.8619  14.0603  -0.0123  -0.0891  0.0095
Si  8.2815  2.3871  15.2642  0.0705  0.0384  -0.0433
Si  9.5471  2.25  20.3466  -0.0677  -0.0341  -0.0351
Si  10.5031  3.6457  9.0766  0.101  0.027  0.0659
Si  0.0302  2.315  11.5708  0.0799  0.0828  -0.0831
Si  11.0194  8.1383  15.3959  0.0353  0.0552  0.0674
Si  5.1673  6.9338  13.9937  -0.0945  0.0613  -0.0274
Si  5.7495  2.6174  11.1207  0.0267  -0.0233  -0.0336
Si  8.5821  7.6741  19.3919  -0.0368  0.0126  0.0514
Si  8.1199  4.8517  20.6311  0.0559  -0.0489  0.0305
Si  5.9193  9.5918  15.2071  -0.0262  -0.0943  -0.09
Si  2.1176  7.6471  20.3535  0.0364  -0.0008  -0.0215
Si  1.9297  4.8976  18.7978  0.0145  -0.032  0.0108
Si  4.4962  3.4454  18.0211  -0.0653  -0.0072  -0.0143
Si  8.5061  8.9317  16.8231  0.0419  0.0325  0.0496
Si  0.8295  9.4819  13.3001  0.097  -0.0176  0.0466
Si  9.9087  10.651  11.7211  -0.057  -0.0161  -0.0334
Si  5.3505  3.7133  21.0223  -0.0388  -0.0073  -0.0904
Si  0.5912  5.5282  16.2675  -0.0105  0.0047  0.0728
Si  10.7814  9.144  9.1441  0.0496  0.0671  0.0445
Si  6.5695  8.9061  21.2922  -0.0107  -0.0266  -0.0882
Si  7.1149  7.1016  11.4832  0.0457  0.046  0.0181
Si  2.6739  0.7371  12.2161  0.008  -0.0106  -0.0334
Si  10.8956  8.6894  21.0386  -0.0233  -0.0277  -0.0761
Si  6.0384  4.3243  15.6383  0.0674  -0.0395  0.0316
Si  7.0865  0.4911  12.9773  -0.0691  -0.0441  -0.0182
Si  4.0578  2.9725  8.5956  0.0681  0.0115  0.0754
Si  0.8809  6.7388  11.902  0.035  -0.0733  0.0021
Si  6.5684  9.0422  9.0744  0.002  0.0386  0.1029
Si  0.6679  3.2912  21.1498  0.0905  0.0049  -0.0713
Si  9.8013  6.5072  12.8952  -0.0697  0.0308  -0.0864
Si  7.7109  4.5326  9.744  -0.0567  -0.0487  -0.0051
Si  3.9909  10.0765  20.2277  -0.003  -0.0052  -0.0687
Si  4.2637  3.0392  13.5336  -0.0306  -0.0114  0.0162
Si  3.8535  10.01  9.7388  -0.0029  0.0131  0.0441
Si  8.0548  0.7814  18.0394  0.0193  -0.0951  0.086
O  11.5081  3.2246  12.9053  -0.2452  -0.0618  -0.0633
O  9.3355  4.4744  9.8776  -0.1612  -0.2184  -0.2717
O  8.8086  3.6122  19.8592  -0.0071  -0.0523  0.4051
O  4.0367  -0.0528  18.8201  0.3233  -0.0497  0.0798
O  11.3407  4.5328  15.3186  0.0385  0.1741  -0.1508
O  9.8557  9.7955  10.3227  0.3073  0.0391  0.0638
O  3.7641  1.5374  13.1363  -0.1185  0.2515  -0.1997
O  0.6506  9.062  14.8665  -0.3885  -0.2331  -0.3949
O  6.4726  0.9781  18.3859  0.0418  -0.1617  -0.3427
O  4.7609  3.1691  19.6122  0.0884  0.2496  -0.0506
O  6.2508  1.1826  11.7469  0.0606  0.2525  0.2211
O  0.5376  8.6164  9.8682  0.0048  -0.0896  -0.2504
O  5.6464  4.3168  17.2329  -0.2426  -0.3096  -0.2598
O  8.4452  7.1896  12.3879  -0.006  -0.245  -0.1254
O  4.4032  2.635  10.1611  0.282  0.0735  -0.1672
O  2.0773  5.6568  15.5847  -0.3482  -0.1174  -0.2896
O  3.3762  0.0683  10.9152  -0.0491  -0.1089  0.0377
O  5.8906  7.2148  12.5519  0.1758  -0.1201  0.1204
O  2.3092  6.3522  19.4044  -0.2048  -0.0661  0.1144
O  0.656  4.9533  17.7856  0.4184  0.1655  -0.1601
O  8.4116  10.6878  12.368  0.0663  0.214  0.0207
O  5.4728  10.0686  9.6965  -0.1735  -0.3279  -0.2113
O  0.6055  8.2124  20.1998  0.0775  -0.0522  0.3326
O  9.7751  2.6067  14.7012  -0.267  0.3443  -0.0531
O  2.0012  10.5917  13.2215  -0.1924  -0.0047  -0.3404
O  9.947  9.1115  16.109  -0.1527  -0.387  -0.0037
O  6.146  10.3612  13.7813  0.2331  0.1036  0.1954
O  7.4738  1.6001  14.1002  0.0931  -0.0859  0.0236
O  1.6454  3.9171  20.0398  -0.2087  0.1329  -0.0323
O  5.9031  5.79  14.9225  -0.2166  -0.1277  -0.0936
O  7.3418  8.954  15.6994  -0.053  0.2091  0.2036
O  1.5078  1.67  11.6009  -0.1038  -0.1213  0.2357
O  7.1958  8.2844  10.3661  -0.2202  -0.1112  -0.0919
O  4.3199  1.9917  17.2877  0.3358  0.0508  0.3347
O  7.031  3.1608  10.2817  -0.1946  0.2732  0.0902
O  11.5413  7.0101  16.4353  0.0245  -0.1022  -0.4573
O  8.2861  10.141  17.8545  -0.0508  0.0783  -0.3204
O  3.2625  8.5381  10.1116  -0.2493  0.2249  -0.2759
O  7.5871  3.839  15.523  -0.2728  -0.3404  -0.0822
O  3.1436  4.3149  17.9072  0.0439  -0.0903  0.305
O  2.9063  3.8946  13.7069  0.2996  0.2368  0.0614
O  1.3351  8.2033  12.4441  -0.3395  -0.0923  0.0843
O  1.209  5.6788  13.0757  0.2255  0.2879  -0.0186
O  4.9814  8.3045  14.8648  0.3892  -0.036  -0.17
O  11.1689  2.3914  20.3478  -0.179  0.2496  0.2792
O  10.9796  9.9903  12.7539  0.1356  0.0232  -0.1571
O  5.2911  3.5776  12.3694  -0.1492  -0.4582  0.0084
O  5.0887  3.1946  14.9237  0.0603  0.3114  -0.1908
O  6.4884  4.807  20.5669  0.1739  -0.3039  0.1748
O  8.395  1.5619  16.6565  -0.1912  -0.0188  -0.0013
O  10.4068  1.2411  11.4569  0.2299  -0.1426  0.1453
O  10.8763  6.607  11.6639  0.2054  0.037  0.4802
O  3.2665  8.6776  19.8599  -0.1196  0.1216  0.293
O  1.7207  6.4325  10.5297  -0.23  0.5726  0.1528
O  7.169  8.2041  19.9758  0.2743  0.0446  0.2053
O  8.4956  7.5882  17.7609  0.0474  0.481  0.2015
O  3.6768  6.4348  13.6118  0.0408  -0.2344  0.2609
O  9.5717  4.9614  13.3643  0.4014  0.1461  0.0745
O  5.523  10.0006  20.7502  -0.1072  -0.2504  0.022
O  10.3189  7.3792  14.1497  0.1489  -0.0508  -0.004
O  8.7815  6.1734  19.9744  -0.2518  0.0771  0.0555
O  7.062  5.7101  10.6484  0.2377  0.0479  -0.024
O  5.2606  10.5442  16.382  0.2031  0.0352  0.0494
O  9.0472  1.1515  19.268  -0.1612  0.2575  -0.0446
O  11.5707  3.1661  10.1914  -0.3644  -0.1147  0.087
O  9.7438  8.713  19.8866  -0.047  -0.3249  0.194

Results
free energy: -145354.976 eV
free energy less fixed offsets of O -570.45, Si -639.56 eV per atom: 0.844 eV

The program warned: the cutoff lies below the one the program advises for these potential files; the forces do not sum to zero within the program's tolerance; empty levels may hold ghost states of the PAW files; the exchange-correlation potential is rough where the density is thin.
